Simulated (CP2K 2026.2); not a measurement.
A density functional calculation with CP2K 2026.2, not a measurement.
Periodic cell of 502 atoms, Si360O142, from a study of silicon, its oxide and their interface. The atomic structure is a simulated model.
Doubt: the forces sum to 0.50 eV/angstrom along one axis rather than to zero, so they err by at least 0.0010 eV/angstrom per atom on average; the grid cutoff is modest.

Settings: functional PBE; method Gaussian and plane waves; basis set DZVP-MOLOPT-SR-GTH; pseudopotentials GTH-PBE; grid cutoff 350 Ry, relative cutoff 50 Ry; k points Gamma only; occupations fixed; spin none; net charge 0.

Cell vectors (angstrom)
a	16.32	0	0
b	0	16.32	0
c	-2.5095	-5.0114	33.9328

Atoms and the computed forces on them: element, x, y, z (angstrom), force x, y, z (eV/angstrom)
Si	13.186	1.52	30.07	-0.071	0.184	0.001
Si	14.059	4.831	26.818	0.029	0.127	0.008
Si	-2.206	0.839	32.794	-0.469	-0.089	0.612
Si	4.277	-2.197	24.347	-0.025	-0.024	-0.047
Si	8.725	5.314	29.27	0.045	0.156	-0.072
Si	10.047	7.766	33.243	0.004	-0.029	0.054
Si	3.766	-1.437	31.51	0.073	-0.096	-0.013
Si	7.782	-1.263	33.057	-0.561	-0.387	0.106
Si	4.021	-0.182	28.547	0.212	-0.428	-0.315
Si	3.684	0.851	33.705	-0.431	-0.112	0.54
Si	9.331	0.004	30.975	0.039	0.069	0.032
Si	3.91	5.711	33.046	0.02	0.009	0.091
Si	7.106	8.644	32.438	-0.112	-0.469	-0.391
Si	7.441	-4.766	32.472	0.023	0.487	-0.299
Si	-0.974	-1.629	26.828	0.053	-0.003	-0.096
Si	8.619	2.527	29.989	-0.016	0.084	0.077
Si	6.776	5.149	33.732	0.349	0.215	0.46
Si	7.076	6.696	31.093	-0.189	0.686	0.235
Si	15.647	15.881	1.612	0.097	-0.317	0.608
Si	3.344	3.418	1.364	0.097	0.029	0.632
Si	15.958	5.089	1.206	0.018	-0.068	-0.138
Si	3.038	8.59	1.539	0.006	0.001	-0.094
Si	0.264	11.332	1.737	0.324	0.086	0.448
Si	2.047	12.929	1.585	-0.059	-0.045	0.086
Si	5.95	0.409	1.466	0.145	0.271	0.62
Si	7.663	2.125	1.322	-0.035	0.005	-0.021
Si	5.043	5.101	1.627	0.028	0.007	-0.059
Si	8.393	7.603	1.006	0.424	-0.138	0.553
Si	4.711	10.318	1.633	-0.212	-0.106	0.589
Si	8.79	14.041	1.469	0.033	0.182	0.598
Si	10.401	15.847	1.529	-0.151	-0.124	0.65
Si	14.446	3.143	1.453	0.098	0.036	0.058
Si	11.32	5.655	1.382	0.001	-0.135	0.658
Si	13.425	7.964	1.32	0.121	0.082	0.623
Si	10.906	10.954	1.33	-0.362	-0.239	0.147
Si	14.007	14.119	1.617	0.119	0.109	0.54
Si	15.048	1.402	2.962	-0.023	0.024	0.024
Si	1.412	4.161	2.56	0.006	-0.011	0.041
Si	14.964	6.733	2.616	0.021	0.045	0.023
Si	1.349	9.56	2.856	0.005	0.032	-0.064
Si	14.925	12.394	2.938	-0.063	0.008	-0.032
Si	1.241	14.9	2.638	-0.023	0.042	-0.075
Si	4.152	1.476	2.585	-0.032	0.012	-0.069
Si	6.795	3.948	2.676	0.03	-0.017	0.001
Si	4.045	6.859	2.816	-0.009	-0.001	-0.008
Si	6.571	9.501	2.804	-0.157	0.366	0.415
Si	3.882	12.153	2.8	0.062	0.016	-0.058
Si	6.908	14.946	2.656	0.023	-0.052	-0.067
Si	9.418	1.288	2.705	0.031	0.007	0.006
Si	12.483	4.005	2.555	-0.016	-0.037	-0.051
Si	9.699	6.712	2.711	-0.064	-0.008	-0.078
Si	12.204	9.498	2.653	0.009	0.02	-0.001
Si	9.638	12.302	2.786	-0.073	0.045	-0.03
Si	12.22	15.041	2.814	0.016	0.019	0.01
Si	13.512	0.137	4.204	-0.051	-0.051	-0.019
Si	0.213	2.747	4.109	0.05	0.046	-0.039
Si	13.655	5.406	4.06	0.025	-0.009	0.01
Si	-0.042	8.109	4.036	-0.013	-0.008	0.009
Si	13.551	10.869	4.065	-0.018	-0.026	-0.003
Si	-0.024	13.721	4.268	0.011	0.025	-0.062
Si	2.729	0.017	3.873	0.007	-0.033	-0.022
Si	5.448	2.696	4.14	0.03	-0.001	-0.046
Si	2.625	5.51	4.09	0.018	-0.055	-0.021
Si	5.42	8.099	4.255	-0.009	0.042	-0.04
Si	2.656	10.861	4.305	-0.011	0.011	-0.024
Si	5.421	13.579	3.934	0.025	-0.01	0.019
Si	8.161	-0.056	4.175	0.005	0.026	-0.039
Si	10.918	2.72	3.9	0.009	0.01	-0.012
Si	8.206	5.366	3.967	-0.006	0.031	-0.003
Si	10.884	8.183	4.087	0.004	0.015	-0.002
Si	8.125	10.894	3.98	0.032	-0.101	0.001
Si	10.967	13.6	4.203	-0.051	0.03	-0.006
Si	14.896	15.064	5.535	0.026	0.017	0.037
Si	1.484	1.328	5.43	0.032	0.024	0.016
Si	15.044	4.074	5.422	-0.033	0.021	-0.056
Si	1.298	6.819	5.482	-0.004	0.011	0.026
Si	14.936	9.499	5.399	-0.018	0.021	0.02
Si	1.311	12.284	5.571	0.036	0.029	0.006
Si	4.08	14.977	5.306	-0.017	0.014	-0.007
Si	6.788	1.324	5.489	-0.006	-0.035	0.004
Si	4.057	4.116	5.409	-0.016	-0.025	0.001
Si	6.861	6.709	5.434	0.025	-0.022	-0.006
Si	4.06	9.49	5.572	-0.027	0.015	0.033
Si	6.766	12.242	5.367	0.012	0.008	0.004
Si	9.548	14.942	5.509	0.005	-0.008	0.023
Si	12.146	1.455	5.489	-0.024	-0.001	0.034
Si	9.568	4.051	5.346	0.018	-0.001	0.023
Si	12.265	6.785	5.408	-0.053	-0.011	-0.014
Si	9.483	9.542	5.4	-0.015	0.013	-0.001
Si	12.268	12.2	5.519	0.025	0.016	0.008
Si	0.03	0.061	6.813	-0.032	0.009	-0.005
Si	2.772	2.721	6.808	0.016	-0.041	0.007
Si	-0.012	5.441	6.843	0.032	0	0.012
Si	2.676	8.136	6.866	-0.008	-0.009	0.014
Si	-0.051	10.858	6.827	-0.037	-0.026	-0.01
Si	2.753	13.653	6.79	0.015	0.05	-0.017
Si	5.408	-0.036	6.788	-0.01	-0.019	-0.005
Si	8.192	2.712	6.763	0.041	0.023	-0.004
Si	5.446	5.418	6.794	-0.001	-0.024	0.009
Si	8.172	8.142	6.773	0.004	0.008	-0.007
Si	5.459	10.896	6.811	-0.016	0.007	-0.009
Si	8.132	13.574	6.787	-0.007	0.004	-0.008
Si	10.861	0.028	6.848	-0.032	-0.007	0.023
Si	13.615	2.763	6.784	0	-0.011	-0.013
Si	10.887	5.429	6.752	0.002	-0.033	0.001
Si	13.595	8.152	6.792	0.049	0.003	-0.007
Si	10.846	10.864	6.815	-0.018	0	-0.003
Si	13.602	13.605	6.855	-0.012	0.001	0
Si	14.966	1.341	13.588	0.013	-0.007	-0.002
Si	1.367	4.06	13.632	0.004	-0.005	0.005
Si	14.975	6.785	13.608	0.02	-0.009	0
Si	1.374	9.542	13.61	-0.012	0.009	0.004
Si	14.978	12.279	13.589	-0.018	0.003	-0.003
Si	1.376	-1.357	13.603	0	-0.01	-0.001
Si	4.057	1.347	13.626	-0.012	-0.001	0
Si	6.808	4.083	13.599	0.014	-0.004	0
Si	4.098	6.806	13.606	-0.002	0.002	0.005
Si	6.786	9.515	13.596	0.007	-0.009	-0.012
Si	4.079	12.241	13.615	0.004	0	0.002
Si	6.769	-1.36	13.623	-0.029	0.01	0.008
Si	9.526	1.364	13.605	0.017	0.011	0
Si	12.225	4.077	13.578	-0.032	0.025	-0.002
Si	9.491	6.804	13.57	-0.018	0.02	-0.012
Si	12.225	9.515	13.587	0.016	0	0.001
Si	9.496	12.231	13.596	0.012	-0.001	0.002
Si	12.266	-1.341	13.598	0.003	-0.021	-0.005
Si	13.637	0.003	14.989	-0.009	0.004	0.001
Si	0.007	2.657	14.972	-0.01	0.011	-0.013
Si	13.598	5.408	14.936	0.002	0.002	0.004
Si	0.027	8.156	14.948	-0.006	0	-0.013
Si	13.61	10.891	14.895	-0.007	-0.003	-0.018
Si	0.018	13.634	14.977	0.008	-0.016	-0.002
Si	2.715	-0.028	15.008	0.001	0.02	0
Si	5.431	2.723	14.943	-0.014	-0.006	-0.022
Si	2.751	5.433	14.964	-0.011	-0.011	-0.007
Si	5.441	8.174	14.987	0.019	-0.004	0.001
Si	2.725	10.903	14.999	-0.006	-0.01	-0.003
Si	5.401	13.608	15.001	0.015	-0.011	0.002
Si	8.138	0.017	14.953	0.011	-0.009	-0.012
Si	10.885	2.73	14.965	0.004	-0.006	0.005
Si	8.162	5.454	14.958	0.004	0.013	0.003
Si	10.833	8.163	14.927	0.012	-0.014	0.006
Si	8.126	10.877	14.964	-0.004	0.003	0.006
Si	10.879	13.606	14.908	0.002	-0.01	-0.019
Si	15.02	-1.331	16.383	0.016	0.031	0.023
Si	1.345	1.3	16.382	0.003	-0.025	0.008
Si	14.937	4.005	16.289	0.005	-0.007	-0.003
Si	1.407	6.806	16.309	-0.006	0.017	-0.017
Si	14.966	9.539	16.248	0.014	0.01	-0.008
Si	1.371	12.29	16.356	-0.018	0.021	-0.003
Si	4.048	-1.376	16.416	-0.007	-0.002	-0.003
Si	6.76	1.371	16.314	0	-0.007	-0.012
Si	4.096	4.061	16.336	0.033	0.029	-0.011
Si	6.806	6.802	16.337	-0.015	-0.018	0.004
Si	4.086	9.539	16.364	0.01	0.007	0.007
Si	6.77	12.243	16.333	-0.019	0.008	-0.004
Si	9.516	-1.362	16.259	0.013	-0.001	-0.009
Si	12.271	1.385	16.32	0.007	0.016	0.001
Si	9.51	4.088	16.32	0.004	0.011	0.001
Si	12.203	6.784	16.237	-0.012	0.001	-0.006
Si	9.49	9.519	16.318	-0.008	0.003	0.014
Si	12.243	12.238	16.238	0.012	0	-0.028
Si	0.043	-0.016	17.886	-0.01	-0.023	0.002
Si	2.74	2.67	17.667	-0.01	0.003	0.002
Si	-0.002	5.395	17.539	-0.028	-0.054	-0.025
Si	2.763	8.144	17.725	-0.019	-0.011	0.013
Si	0.012	10.873	17.624	0.013	-0.01	-0.022
Si	2.646	13.642	17.844	-0.031	-0.022	-0.001
Si	5.457	-0.007	17.716	-0.014	-0.019	0.009
Si	8.073	2.778	17.654	0.002	0.033	0.011
Si	5.454	5.432	17.698	0.008	0.017	-0.039
Si	8.157	8.152	17.716	0.009	0	0.02
Si	5.402	10.941	17.747	-0.01	0	0.013
Si	8.178	13.601	17.63	0.01	0.017	-0.026
Si	10.853	0.03	17.584	0.001	0.019	-0.011
Si	13.643	2.669	17.77	-0.001	-0.001	-0.019
Si	10.942	5.397	17.658	0.025	0.001	0.003
Si	13.524	8.211	17.522	0.003	0.01	0.009
Si	10.874	10.92	17.609	0.013	0.014	0.003
Si	13.609	13.567	17.592	-0.004	-0.028	0.002
Si	-1.321	1.359	19.254	-0.011	0.015	-0.001
Si	1.338	4.051	18.923	0.012	0.007	0.023
Si	14.879	6.781	18.726	0.019	-0.006	-0.001
Si	1.365	9.542	19.001	-0.02	0.053	-0.004
Si	-1.378	12.192	18.959	-0.016	-0.009	-0.006
Si	1.34	-1.375	19.398	0.008	0.01	0.065
Si	4.059	1.311	19.086	-0.025	0.005	0.027
Si	6.771	4.117	19.133	-0.013	0.007	0.02
Si	4.142	6.773	19.1	0.047	0.016	-0.016
Si	6.793	9.574	19.057	0.008	-0.026	-0.027
Si	4.035	12.301	19.174	0.06	-0.042	0.01
Si	6.882	-1.365	19.023	0.028	0.017	0
Si	9.464	1.408	18.897	0.027	-0.028	-0.023
Si	12.288	4.056	19.101	-0.007	0.052	-0.033
Si	9.602	6.758	18.996	-0.016	-0.002	-0.023
Si	12.205	9.552	18.948	0.025	0.016	-0.034
Si	9.56	12.291	18.99	-0.005	-0.003	-0.015
Si	12.25	-1.344	18.856	0.031	-0.021	-0.026
Si	13.54	-0.155	20.4	0.041	-0.025	0.088
Si	0.111	2.813	20.531	-0.036	0.039	0.092
Si	13.727	5.511	20.31	-0.006	-0.081	0.065
Si	-0.126	8.1	20.07	0.014	0.036	0.012
Si	13.558	10.884	20.325	-0.024	0.019	0.025
Si	-0.236	-2.864	20.559	0.006	-0.032	0.029
Si	2.84	0.065	20.748	0.066	-0.043	0.055
Si	5.349	2.73	20.459	0.036	-0.021	0.042
Si	2.656	5.392	20.314	0	0.001	0.02
Si	5.619	8.069	20.447	0.296	-0.248	-0.423
Si	2.635	10.881	20.485	-0.025	0.008	-0.015
Si	5.463	-2.595	20.438	-0.012	0.033	0.068
Si	8.212	0.084	20.361	-0.041	-0.043	-0.047
Si	10.834	2.632	20.31	0.009	-0.016	0.002
Si	8.314	5.399	20.411	-0.043	0.047	0.031
Si	10.942	8.151	20.325	-0.023	-0.008	0.067
Si	8.254	10.907	20.34	0.002	-0.04	0.04
Si	10.901	-2.586	20.28	-0.026	0.033	0.07
Si	14.187	-2.004	21.785	-0.093	0.003	-0.077
Si	1.791	1.865	21.953	-0.049	-0.009	-0.002
Si	-0.713	4.801	21.565	0.176	0.022	-0.644
Si	0.96	6.556	21.425	-0.037	-0.015	-0.018
Si	14.726	9.22	21.521	0.351	0.322	-0.144
Si	1.017	11.893	21.841	-0.047	0.07	-0.053
Si	4.91	-0.692	21.838	-0.115	0.102	-0.611
Si	6.563	1.137	21.689	-0.214	-0.155	-0.468
Si	3.467	3.606	21.635	-0.021	0.043	-0.075
Si	7.315	7.056	21.708	0.009	-0.127	-0.575
Si	3.427	9.459	22.191	-0.553	-0.039	-0.25
Si	6.902	12.309	21.615	-0.033	-0.002	-0.647
Si	10.023	-0.791	21.609	0.211	0.117	-0.505
Si	11.801	0.875	21.527	0.012	-0.048	0.078
Si	9.539	3.944	21.765	-0.016	-0.047	0.129
Si	12.559	7.056	21.632	-0.114	-0.102	-0.686
Si	9.461	9.36	21.67	0.027	0.083	-0.561
Si	12.445	12.559	21.574	-0.013	-0.008	0.063
Si	11.47	6.117	28.22	0.084	0.032	0.068
Si	10.316	-0.88	28.169	0.101	-0.045	0.023
Si	3.477	4.218	23.855	-0.032	-0.133	-0.656
Si	1.494	2.112	24.447	0.005	-0.127	-0.674
Si	5.252	11.133	23.871	-0.111	-0.032	0.041
Si	12.694	2.181	23.23	-0.115	-0.437	-0.487
Si	8.09	-2.528	26.628	-0.107	-0.042	0.131
Si	8.775	-2.535	23.623	0.097	0.064	0.053
Si	-0.521	3.197	33.372	0.454	0.159	0.478
Si	10.714	2.965	25.226	-0.167	0.064	-0.059
Si	1.668	8.15	23.033	-0.076	0.036	0.112
Si	1.49	-3.114	23.686	-0.041	-0.448	-0.533
Si	2.084	7.161	31.323	0.015	0.038	0.058
Si	-1.433	-2.141	24.036	-0.429	0.24	-0.534
Si	4.974	-2.022	27.391	-0.088	0.409	0.3
Si	8.257	2.97	23.54	0.308	0.159	-0.587
Si	3.463	11.621	27.963	0.038	0.019	0.007
Si	5.51	2.301	29.558	0.029	0.127	-0.015
Si	5.685	10.007	26.609	-0.058	0.081	-0.015
Si	2.334	6.871	24.924	-0.232	0.435	-0.389
Si	13.058	-1.493	29.064	0.015	0.039	-0.074
Si	0.088	9.957	22.954	0.054	-0.018	-0.001
Si	12.927	4.609	33.423	-0.081	0.186	0.065
Si	0.827	12.087	26.421	-0.059	0.068	-0.021
Si	13.328	11.673	25.27	0.111	0.151	0.008
Si	3.506	2.959	31.674	-0.015	0.051	-0.011
Si	6.022	-2.829	32.996	0.318	-0.142	0.429
Si	6.366	5.384	24.237	0.008	-0.002	-0.107
Si	-0.719	9.229	28.977	-0.081	0.019	0.014
Si	10.241	-2.287	32.087	-0.038	-0.008	-0.003
Si	8.381	10.952	27.821	0.09	-0.084	-0.008
Si	10.893	2.01	28.078	0.128	-0.069	0.124
Si	5.864	5.272	28.767	0.18	0.023	0.122
Si	11.03	11.593	23.265	0.445	0.178	-0.644
Si	2.069	9.862	30.077	-0.096	-0.001	-0.108
Si	-1.807	-2.023	31.581	-0.119	-0.066	-0.043
Si	1.18	0.663	27.179	0.02	0.132	-0.03
Si	13.084	10.868	27.951	-0.003	-0.067	0.111
Si	9.1	-4.523	30.825	-0.419	-0.127	0.334
Si	12.645	-3.26	33.607	-0.253	0.363	0.534
Si	-0.703	9.834	25.112	0.454	0.127	-0.495
Si	1.026	4.244	30.783	0.001	-0.017	0.105
Si	12.256	6.61	31.3	0.423	0.482	0.183
Si	13.801	8.414	31.417	-0.39	-0.635	-0.068
Si	-0.052	8.484	33.339	-0.045	-0.313	0.462
Si	11.28	4.788	23.089	-0.483	0.017	-0.334
Si	11.649	10.294	30.386	0.05	0.029	-0.115
Si	-0.683	2.829	28.668	0.043	-0.086	-0.047
Si	5.17	6.98	26.389	-0.105	-0.045	-0.083
Si	1.731	10.943	32.982	0.162	-0.014	0.065
Si	10.818	9.026	27.882	-0.049	0.073	0.052
Si	-0.188	7.269	26.611	-0.036	0.008	-0.01
Si	0.923	-2.49	32.349	0.101	0.157	0.122
Si	-1.301	3.481	24.243	0.037	-0.041	0.087
Si	14.966	1.398	8.159	-0.003	0.006	0.005
Si	1.375	4.069	8.163	-0.008	0.003	0.006
Si	14.95	6.81	8.184	-0.02	-0.006	0.004
Si	1.328	9.52	8.195	0.021	0.01	0.009
Si	14.948	12.233	8.199	0.012	0.009	0.015
Si	1.376	14.99	8.158	0.005	-0.007	0
Si	4.1	1.35	8.174	0.014	0.041	0.015
Si	6.815	4.058	8.138	-0.013	-0.005	0.012
Si	4.082	6.776	8.168	-0.005	-0.001	0.008
Si	6.812	9.509	8.146	-0.003	-0.008	-0.003
Si	4.095	12.269	8.154	0	-0.015	0.007
Si	6.783	14.942	8.153	-0.005	-0.009	0.004
Si	9.5	1.374	8.189	0	-0.023	0.013
Si	12.25	4.103	8.151	0.012	0.026	-0.014
Si	9.536	6.79	8.132	0.001	-0.006	-0.001
Si	12.226	9.506	8.158	-0.009	0.005	-0.007
Si	9.493	12.233	8.167	0.006	-0.011	-0.002
Si	12.228	14.972	8.185	0.002	0.009	0.017
Si	13.614	0.013	9.513	0.023	-0.02	-0.006
Si	0.002	2.736	9.532	-0.021	0.011	0.008
Si	13.593	5.45	9.536	-0.015	0.005	0.016
Si	-0.012	8.157	9.559	-0.003	0	0.003
Si	13.575	10.874	9.537	-0.004	0	-0.001
Si	0.022	13.603	9.511	0.01	-0.022	0.001
Si	2.721	0.015	9.535	-0.016	0.018	0.001
Si	5.465	2.708	9.526	0.031	-0.036	0.009
Si	2.731	5.423	9.537	0.02	-0.016	-0.006
Si	5.433	8.163	9.506	-0.008	0.013	-0.001
Si	2.722	10.897	9.505	-0.02	0.002	0.007
Si	5.439	13.602	9.537	0.014	-0.002	0.003
Si	8.137	-0.005	9.525	-0.005	0.017	0.01
Si	10.89	2.733	9.512	0.005	0	-0.005
Si	8.16	5.439	9.491	-0.001	0.009	-0.006
Si	10.88	8.144	9.518	0.008	-0.006	0.009
Si	8.151	10.868	9.526	0.017	-0.006	0.006
Si	10.854	13.606	9.528	-0.02	0.012	-0.006
Si	14.976	-1.355	10.862	-0.006	0.004	-0.005
Si	1.358	1.369	10.888	-0.011	-0.001	-0.003
Si	14.962	4.089	10.891	0.009	0.005	-0.006
Si	1.37	6.792	10.899	0.001	-0.007	-0.004
Si	14.948	9.526	10.905	-0.001	-0.003	0.013
Si	1.373	12.248	10.879	0.009	0.011	-0.001
Si	4.078	-1.354	10.888	0.002	-0.006	0.008
Si	6.798	1.353	10.904	-0.007	-0.003	0.012
Si	4.094	4.064	10.892	-0.013	0.004	0.002
Si	6.795	6.798	10.854	0.005	0.006	-0.004
Si	4.076	9.527	10.869	0.014	0.003	-0.008
Si	6.793	12.234	10.887	-0.007	-0.01	0.008
Si	9.503	-1.356	10.896	0.005	-0.011	0.005
Si	12.245	1.367	10.871	-0.004	0	-0.001
Si	9.517	4.087	10.862	0.006	0.006	0.005
Si	12.237	6.802	10.891	0.006	-0.006	0
Si	9.517	9.51	10.871	-0.006	0.002	0.004
Si	12.222	12.247	10.886	-0.007	-0.006	0.009
Si	0.011	-0.008	12.236	0.003	-0.005	-0.012
Si	2.72	2.713	12.255	0	-0.01	0.004
Si	0.015	5.425	12.259	-0.022	0	0.005
Si	2.73	8.17	12.249	0.004	0.007	-0.002
Si	0.009	10.896	12.243	0.011	0.007	-0.003
Si	2.727	13.599	12.248	-0.013	-0.004	0
Si	5.423	0.001	12.259	0.002	0.006	0.004
Si	8.172	2.724	12.239	0.005	-0.001	-0.002
Si	5.452	5.444	12.237	0.007	0.007	-0.005
Si	8.138	8.161	12.219	0.007	-0.007	-0.004
Si	5.429	10.881	12.244	-0.004	0	0.006
Si	8.135	13.602	12.254	-0.004	-0.01	0.002
Si	10.887	0.01	12.24	0.003	0.001	0.002
Si	13.602	2.715	12.239	0.003	-0.001	0
Si	10.865	5.442	12.23	0.009	0.011	-0.002
Si	13.6	8.149	12.257	-0.024	-0.009	0.001
Si	10.863	10.877	12.235	-0.014	-0.012	0.001
Si	13.607	13.617	12.222	0.017	0.004	-0.007
O	15.489	0.216	0.099	-0.17	-0.069	-0.513
O	-1.507	8.429	30.14	0.085	-0.39	-0.152
O	12.1	9.784	27.249	0.1	-0.261	-0.732
O	-1.634	1.943	29.627	0.274	-0.377	0.125
O	13.573	-2.388	30.317	-0.152	-0.448	-0.045
O	10.421	4.954	0.206	-0.216	0.202	-0.095
O	3.028	11.105	33.925	0.172	-0.049	-0.222
O	0.606	-1.59	33.659	-0.333	0.394	-0.111
O	7.672	6.367	0.249	0.281	-0.532	-0.1
O	5.144	10.609	0.082	-0.12	0.138	-0.216
O	5.291	5.855	33.879	-0.056	0.5	0.313
O	8.207	11.246	33.898	0.319	-0.092	-0.204
O	14.286	2.16	23.606	0.377	-0.616	-0.215
O	10.965	0.475	27.546	0.298	-0.11	-0.292
O	7.944	-0.577	31.583	-0.449	-0.021	-0.625
O	6.652	3.524	33.84	0.481	-0.403	-0.296
O	13.575	13.79	0.062	0.37	0.113	-0.278
O	7.234	8.527	1.656	-0.206	-0.077	-0.132
O	4.755	8.666	21.713	0.357	0.108	0.195
O	11.838	6.3	22.906	-0.397	0.327	0.412
O	6.214	11.181	22.582	0.349	-0.264	-0.252
O	-1.208	6.051	26.812	-0.107	0.242	0.029
O	4.95	1.161	28.56	0.106	-0.083	-0.341
O	9.25	2.435	24.731	-0.194	-0.364	0.346
O	7.424	5.12	28.302	0.114	-0.213	-0.52
O	6.606	-2.216	27.244	0.034	-0.085	0.089
O	7.506	4.253	24.206	0.006	0.075	0.155
O	0.165	-0.585	27.257	0.137	-0.143	0.137
O	14.237	-3.591	24.446	0.183	-0.405	-0.367
O	0.23	3.993	32.175	0.218	0.397	-0.024
O	0.121	10.636	26.276	-0.075	-0.102	0.566
O	3.878	10.372	23.485	-0.443	0.274	0.59
O	12.012	2.322	29.241	0.092	0.279	0.296
O	7.082	2.078	29.818	-0.052	-0.455	-0.039
O	10.963	7.475	27.478	-0.037	0.099	-0.403
O	4.368	-3.358	28.154	0.194	-0.016	0.534
O	13.623	8.172	22.203	0.08	0.164	0.541
O	3.959	-0.355	32.676	0.267	0.023	-0.04
O	9.102	-2.256	33.257	0.15	-0.562	0.527
O	12.486	3.737	22.72	0.495	0.166	-0.291
O	10.345	10.164	22.818	0.229	-0.343	0.302
O	0.547	10.084	29.541	-0.217	0.543	-0.262
O	6.743	10.15	31.931	-0.475	0.161	-0.582
O	4.309	-1.826	25.911	-0.378	0.327	-0.037
O	0.183	-2.171	23.854	0.288	0.575	-0.341
O	2.269	3.213	30.674	-0.082	-0.403	-0.403
O	9.259	-1.562	27.174	0.16	0.253	-0.295
O	12.065	6.394	29.701	0.449	0.195	-0.188
O	7.213	1.792	23.085	-0.007	-0.363	0.169
O	8.568	11.336	29.375	-0.365	-0.135	-0.027
O	8.584	12.277	26.923	0.223	-0.115	-0.445
O	-0.118	8.118	27.976	0.356	-0.28	0.413
O	-1.832	-0.465	31.938	0.097	0.044	-0.327
O	13.235	12.057	26.852	-0.044	0.55	0.215
O	8.387	8.218	22.245	-0.015	-0.139	0.157
O	-0.781	1.626	33.01	0.473	-0.431	-0.041
O	9.571	-1.204	23.146	0.351	0.269	0.602
O	2.87	2.962	24.708	0.149	-0.035	0.396
O	0.635	9.933	33.576	0.027	0.093	0.548
O	1.979	12.077	27.532	-0.274	0.272	0.386
O	14.063	10.249	25.16	-0.521	-0.526	-0.066
O	7.666	-2.879	22.509	-0.011	0.266	-0.318
O	14.036	4.161	25.34	-0.59	-0.012	0.043
O	5.044	-1.102	23.439	0.515	0.419	0.249
O	13.136	1.653	31.712	-0.506	0.422	0.258
O	8.726	8.548	32.718	0.072	0.207	-0.002
O	6.027	10.365	25.065	0.558	-0.142	-0.183
O	12.959	0.005	29.615	-0.342	-0.044	-0.042
O	12.789	9.695	31.352	0.079	0.42	0.51
O	-1.788	10.232	28.289	0.191	0.204	-0.122
O	7.304	5.576	32.263	0.386	-0.14	-0.218
O	2.313	-2.12	31.641	0.137	-0.21	-0.303
O	8.429	6.659	30.151	0.371	0.459	-0.08
O	9.397	2.29	28.603	-0.363	0.091	-0.472
O	2.557	0.254	27.944	-0.083	0.006	-0.042
O	12.613	5.37	27.336	-0.222	0.065	-0.328
O	-1.629	-1.233	25.378	-0.219	0.63	-0.009
O	-0.269	-3.096	26.75	-0.252	-0.185	-0.093
O	14.152	-1.615	27.896	0.036	-0.097	0.059
O	0.154	3.003	24.768	-0.07	-0.013	0.335
O	0.077	3.959	29.53	0.054	0.508	-0.295
O	1.6	12.319	25.027	0.484	-0.496	-0.004
O	8.029	-2.312	25.028	-0.566	-0.013	-0.124
O	3.517	6.952	32.076	0.284	0.425	-0.167
O	10.864	7.091	32.021	-0.108	-0.076	-0.269
O	15.773	10.962	0.342	-0.079	0.414	-0.251
O	5.605	8.436	26.888	-0.039	-0.058	0.411
O	3.854	-0.741	30.068	-0.036	0.059	0.004
O	11.871	11.469	24.64	-0.32	-0.05	0.37
O	2.321	8.258	30.154	0.263	-0.254	-0.441
O	0.959	-3.988	32.893	-0.324	-0.216	0.425
O	3.199	10.653	29.234	0.302	-0.232	0.317
O	6.39	6.363	25.517	0.436	0.032	0.27
O	11.817	1.975	24.572	-0.062	-0.532	0.469
O	1.572	5.759	30.707	-0.281	-0.065	-0.303
O	0.416	1.921	27.888	-0.037	0.076	0.191
O	9.437	-0.417	29.437	-0.243	-0.198	-0.097
O	4.695	2.157	30.949	-0.035	-0.577	0.435
O	-0.698	8.248	25.434	-0.209	-0.431	-0.204
O	1.496	0.963	25.604	0.29	-0.205	0.061
O	9.58	-2.964	30.764	0.014	0.384	-0.387
O	4.929	-2.545	31.779	0.085	-0.343	-0.331
O	-0.265	-2.383	31.264	0.082	-0.26	-0.623
O	12.352	11.332	29.329	0.172	0.419	0.25
O	3.804	7.167	25.545	0.18	0.492	-0.16
O	6.262	8.485	33.832	-0.373	-0.131	-0.083
O	2.242	10.447	31.559	0.559	0.266	-0.039
O	12.331	6.83	0.779	0.184	0.181	-0.528
O	2.795	-2.164	23.689	-0.027	0.566	-0.387
O	-2.051	3.731	33.501	-0.208	-0.323	0.275
O	-1.064	4.636	23.151	0.087	0.571	0.301
O	8.753	4.089	30.34	-0.066	0.143	0.748
O	10.981	9.109	29.495	-0.163	-0.468	0.446
O	1.28	6.75	26.161	0.234	-0.16	0.309
O	-1.703	3.627	27.723	-0.351	-0.035	0.232
O	12.072	11.687	0.407	0.081	-0.324	0.203
O	6.846	10.512	27.602	-0.137	0.078	0.325
O	11.507	-3.174	32.465	0.069	-0.395	-0.223
O	4.958	4.601	24.342	0.178	-0.305	0.33
O	9.332	1.609	31.122	0.445	0.198	0.678
O	12.622	5.14	31.925	-0.146	-0.341	-0.508
O	10.09	5.283	28.421	-0.082	-0.321	-0.287
O	9.803	12.558	23.672	-0.002	0.08	0.17
O	4.077	4.376	32.165	0.414	-0.156	-0.361
O	4.957	6.01	27.663	-0.663	0.056	0
O	11.56	-1.869	28.544	-0.019	-0.476	-0.033
O	5.251	3.795	28.988	-0.438	-0.029	0.064
O	9.431	9.762	27.437	-0.108	-0.196	-0.433
O	-2.291	-2.784	32.917	0.629	-0.231	0.199
O	14.197	8.756	0.097	-0.275	-0.253	-0.498
O	2.445	5.438	24.158	-0.203	-0.059	0.049
O	-1.549	8.598	32.707	-0.446	0.108	0.318
O	0.926	7.656	32.345	-0.096	-0.399	-0.223
O	10.436	10.943	31.212	0.145	-0.074	0.694
O	11.028	2.973	26.796	0.125	0.469	0.236
O	4.927	12.655	24.265	-0.004	-0.014	0.099
O	2.964	2.089	32.927	-0.502	0.287	0.063
O	10.574	-0.725	31.751	0.51	0.376	0.017
O	6.518	6.338	22.942	-0.233	0.03	-0.011
O	5.857	6.168	30.136	-0.62	0.275	-0.09
O	4.253	10.711	26.885	-0.294	0.036	-0.291
O	10.902	4.485	24.65	0.029	0.506	0.585

Results
total energy: -100771.312 eV
total energy less fixed offsets of O -438.35, Si -107.03 eV per atom: 5.188 eV
